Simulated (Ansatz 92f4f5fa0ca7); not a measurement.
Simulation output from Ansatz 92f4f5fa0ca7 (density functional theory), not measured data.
Periodic cell of 375 atoms, Si241O134, from a study of silicon, its oxide and their interface. The atomic structure is a simulated model.
Doubt: the cutoff is far below the 930 eV that the study's wrapper takes by default for these files, so forces and energies are approximate.

Settings: functional PBE; potential files Ansatz PAW; basis plane waves; wave-function cutoff 580 eV; density cutoff ratio 5; exchange-correlation grid ratio 1; k mesh 1 x 1 x 1, Gamma-centred; self-consistency stop 5e-08 eV per atom in the density residual; occupations fixed; spin none; net charge 0.

Cell vectors (angstrom)
a	11.6015	0	0
b	0	13.3963	0
c	0	0	41.7885

Atoms and the computed forces on them: element, x, y, z (angstrom), force x, y, z (eV/angstrom)
Si	0	2.2327	1.1851	0.0427	0.1233	0.0218
Si	3.8672	2.2327	1.1851	-0.0754	0.0093	0.0663
Si	7.7343	2.2327	1.1851	0.0132	0.0428	0.0097
Si	1.9336	5.5818	1.1851	-0.0333	-0.0204	0.0476
Si	5.8008	5.5818	1.1851	0.0308	-0.057	-0.0415
Si	9.6679	5.5818	1.1851	0.0072	-0.0395	0.013
Si	0	8.9308	1.1851	-0.039	-0.0246	0.0503
Si	3.8672	8.9308	1.1851	0.0123	0.0766	-0.0366
Si	7.7343	8.9308	1.1851	0.0051	0.0095	0.0378
Si	1.9336	12.2799	1.1851	0.0731	-0.0136	-0.0333
Si	5.8008	12.2799	1.1851	-0.0939	-0.0485	0.0087
Si	9.6679	12.2799	1.1851	0.0295	-0.016	-0.0356
Si	1.9336	1.1164	1.9745	-0.0526	-0.1411	0.0011
Si	5.8008	1.1164	1.9745	0.0675	0.0043	-0.023
Si	9.6679	1.1164	1.9745	-0.0181	-0.1018	-0.0275
Si	0	4.4654	1.9745	-0.0958	-0.0541	0.0281
Si	3.8672	4.4654	1.9745	0.1067	0.075	-0.005
Si	7.7343	4.4654	1.9745	-0.0573	0.0251	0.0275
Si	1.9336	7.8145	1.9745	0.1538	-0.0281	-0.0421
Si	5.8008	7.8145	1.9745	-0.0684	0.0173	-0.032
Si	9.6679	7.8145	1.9745	0.0416	0.0973	-0.0178
Si	0	11.1635	1.9745	-0.0863	0.0604	-0.0124
Si	3.8672	11.1635	1.9745	0.0242	0.0038	0.0815
Si	7.7343	11.1635	1.9745	0.0189	0.0243	-0.016
Si	1.9336	1.1164	4.3426	-0.1193	-0.3573	-0.0222
Si	5.8008	1.1164	4.3426	0.1189	0.0195	0.5046
Si	9.6679	1.1164	4.3426	-0.0411	-0.1971	0.471
Si	0	4.4654	4.3426	-0.2233	-0.0191	-0.2784
Si	3.8672	4.4654	4.3426	0.3319	0.1973	0.1791
Si	7.7343	4.4654	4.3426	0.002	-0.0316	-0.2757
Si	1.9336	7.8145	4.3426	0.3255	-0.0989	0.0941
Si	5.8008	7.8145	4.3426	-0.149	0.0845	0.143
Si	9.6679	7.8145	4.3426	0.0009	0.262	0.027
Si	0	11.1635	4.3426	-0.162	0.1194	0.1758
Si	3.8672	11.1635	4.3426	0.1224	-0.0621	-0.279
Si	7.7343	11.1635	4.3426	0.0575	0.0612	0.4268
Si	0	0	37.4479	0.1689	0.3602	1.0031
Si	3.8672	0	37.4479	-0.0793	0.0262	-0.3122
Si	7.7343	0	37.4479	-0.2265	-0.1748	0.8763
Si	1.9336	3.3491	37.4479	0.0046	0.1809	-1.1181
Si	5.8008	3.3491	37.4479	-0.0309	-0.4145	0.4025
Si	9.6679	3.3491	37.4479	-0.0646	-0.1881	-0.1259
Si	0	6.6981	37.4479	-0.0703	-0.3223	-0.5086
Si	3.8672	6.6981	37.4479	0.1644	0.2761	0.5933
Si	7.7343	6.6981	37.4479	-0.1631	-0.0603	0.1178
Si	1.9336	10.0472	37.4479	-0.0024	-0.1188	-0.3555
Si	5.8008	10.0472	37.4479	0.0927	0.2535	-0.4835
Si	9.6679	10.0472	37.4479	-0.1009	0.4039	-0.3601
Si	0	0	39.8161	0.178	0.1787	-0.0026
Si	3.8672	0	39.8161	-0.0176	0.0118	0.0556
Si	7.7343	0	39.8161	-0.1143	-0.0845	-0.052
Si	1.9336	3.3491	39.8161	0.0088	0.0845	0.1227
Si	5.8008	3.3491	39.8161	-0.0735	-0.2366	0.0001
Si	9.6679	3.3491	39.8161	-0.0455	-0.0568	0.0573
Si	0	6.6981	39.8161	-0.001	-0.1452	0.0506
Si	3.8672	6.6981	39.8161	0.0049	0.1572	-0.0229
Si	7.7343	6.6981	39.8161	-0.0288	-0.0002	-0.0099
Si	1.9336	10.0472	39.8161	-0.0175	-0.1078	0.0163
Si	5.8008	10.0472	39.8161	0.0099	0.0501	0.0374
Si	9.6679	10.0472	39.8161	-0.0015	0.1067	0.0446
Si	0	2.2327	40.6055	-0.0528	-0.1366	0.0015
Si	3.8672	2.2327	40.6055	0.0831	0.0041	-0.0029
Si	7.7343	2.2327	40.6055	-0.0179	-0.0437	0.0366
Si	1.9336	5.5818	40.6055	0.0436	0.0292	-0.0337
Si	5.8008	5.5818	40.6055	-0.0301	0.0531	-0.039
Si	9.6679	5.5818	40.6055	-0.0208	0.027	-0.0395
Si	0	8.9308	40.6055	0.0441	0.0464	-0.0799
Si	3.8672	8.9308	40.6055	-0.0045	-0.0854	0.0291
Si	7.7343	8.9308	40.6055	-0.0096	-0.0228	-0.0424
Si	1.9336	12.2799	40.6055	-0.0713	0.0498	-0.0212
Si	5.8008	12.2799	40.6055	0.0787	0.0591	0.0303
Si	9.6679	12.2799	40.6055	-0.0193	0.0298	-0.0031
Si	0.1416	-1.5781	25.2492	-0.1443	-0.2079	-0.0296
Si	1.6322	1.933	27.629	-0.0587	0.1615	0.2903
Si	4.6178	-1.1754	28.4414	0.3036	-0.3176	0.2584
Si	5.5206	-2.3347	31.3084	0.1681	0.3484	-0.1822
Si	10.5592	1.4337	31.2669	-0.1954	0.3784	-0.1097
Si	14.4311	5.3722	33.2865	0.075	-0.0531	-0.3673
Si	2.6077	2.2791	30.7397	-0.099	-0.4427	0.2674
Si	4.5353	5.968	26.9173	0.2863	-0.1747	-0.0443
Si	3.0552	7.9865	22.6764	0.1244	-0.0146	0.1023
Si	-2.5502	5.546	33.6954	-0.2195	-0.0126	0.1098
Si	3.858	8.8146	33.5634	-0.0617	0.2436	-0.0711
Si	11.691	8.4349	33.4528	-0.3285	0.092	-0.166
Si	-3.9602	8.2549	33.0571	0.0997	-0.1901	-0.0372
Si	1.4983	-1.8968	28.1882	0.0549	0.1324	0.1436
Si	2.4812	6.5674	29.0965	0.2888	-0.2457	0.0219
Si	4.9311	-0.7715	33.0237	0.0173	-0.2902	-0.0542
Si	0.0741	5.079	30.3894	0.1417	-0.2629	-0.2407
Si	9.061	1.9051	19.8576	-0.1107	-0.315	-0.3445
Si	-5.217	14.5492	28.7973	0.0013	0.3064	0.1893
Si	0.8213	4.4066	32.614	-0.2852	-0.4422	0.4335
Si	7.7065	2.8902	26.4585	0.1525	0.2808	0.0369
Si	0.0552	10.7412	33.0462	0.2947	0.3092	0.1448
Si	0.8865	15.4877	32.3925	0.1796	0.2778	-0.4644
Si	13.8578	11.3956	32.4446	-0.2732	0.166	-0.1029
Si	-3.8551	-2.8378	32.2695	0.1786	-0.0162	0.0235
Si	7.9899	4.5927	30.0273	0.1517	-0.0677	0.0161
Si	9.3894	7.6697	27.5486	-0.1156	-0.2268	0.5163
Si	6.476	3.1581	31.1271	0.3028	0.107	-0.1313
Si	5.0254	1.2433	22.1342	0.3848	0.0535	-0.0343
Si	7.2767	2.4247	33.2483	0.077	0.0071	0.0132
Si	1.9436	8.839	29.7962	-0.0397	0.2651	-0.1223
Si	-1.5535	15.2958	27.8939	0.2426	0.2902	0.092
Si	10.0728	3.3467	29.8306	0.0985	-0.2787	0.0244
Si	-1.2784	6.9359	30.5236	-0.0639	0.8396	-0.0643
Si	9.1745	10.6103	26.3954	-0.042	-0.2015	-0.0571
Si	9.5867	15.4577	33.3311	0.1039	-0.1477	-0.209
Si	1.6487	0.7222	34.2102	0.1681	-0.0629	-0.2732
Si	6.3646	0.508	34.3201	-0.1127	-0.1268	0.0157
Si	9.6595	0.1383	34.5933	0.1871	-0.3421	0.1055
Si	-0.8304	4.0535	34.2417	-0.2815	-0.0181	-0.2189
Si	4.8372	5.2917	34.5409	0.058	-0.3443	0.1419
Si	7.0851	4.4259	34.45	-0.0575	0.0614	0.0306
Si	2.0601	7.488	34.2439	0.1585	0.1912	-0.0514
Si	5.6878	7.5546	34.3118	-0.1605	0.1095	-0.0128
Si	9.5738	7.7317	34.3576	0.1349	0.0162	-0.1365
Si	0.07	12.3829	34.628	-0.1074	0.0516	-0.1764
Si	3.727	11.0444	34.2904	0.0351	0.0418	0.111
Si	7.8541	12.0161	34.3138	0.0684	0.0199	0.0257
Si	1.9388	1.1328	36.593	0.0508	0.0619	-0.0748
Si	5.8167	1.0727	36.6078	-0.0108	0.0149	0.0386
Si	9.651	1.0797	36.7435	-0.0212	-0.0585	0.1554
Si	-0.0475	4.4286	36.5562	-0.08	-0.0016	0.1064
Si	3.9382	4.5182	36.6542	0.0316	0.0886	0.0399
Si	7.7078	4.4412	36.7094	-0.0524	0.002	0.0837
Si	1.9376	7.7756	36.6204	0.0707	-0.1542	0.0211
Si	5.8074	7.8233	36.6515	-0.0532	0.0717	0.1757
Si	9.6573	7.8248	36.6951	0.0315	0.0479	-0.0158
Si	0.0164	11.2055	36.692	0.0873	-0.042	0.0489
Si	3.8432	11.1726	36.6529	-0.0001	0.0382	0.0498
Si	7.7413	11.1947	36.5937	-0.0761	-0.0614	0.0318
Si	0.0033	-0.0072	5.2147	0.0267	0.0229	-0.0443
Si	3.8668	-0.0184	5.1322	-0.0042	0.0882	-0.0581
Si	7.7278	-0.0114	5.2276	0.0016	-0.0196	-0.0337
Si	1.9285	3.3443	5.0233	0.0913	-0.0884	-0.0602
Si	5.8244	3.3674	5.18	-0.0574	-0.0344	-0.0805
Si	9.6503	3.346	5.1261	-0.2193	-0.0234	-0.0091
Si	0.0052	6.6952	5.0677	0.09	-0.0539	0.0609
Si	3.892	6.695	5.222	-0.0032	-0.0305	-0.0324
Si	7.7387	6.7027	5.0813	0.0701	0.0308	-0.0332
Si	1.9344	10.0548	5.0794	-0.0489	0.062	-0.0555
Si	5.7937	10.0545	5.1593	-0.0989	0.0488	-0.0019
Si	9.6687	10.0554	5.2099	-0.0136	0.0081	-0.0493
Si	-0.0087	-0.0208	7.6551	-0.0527	0.0461	-0.0152
Si	3.8623	-0.0508	7.4953	0.0454	0.0098	-0.0178
Si	7.7113	-0.0547	7.6881	-0.0175	-0.0973	-0.0461
Si	1.9119	3.3143	7.3234	-0.0651	-0.0147	-0.0999
Si	5.8774	3.406	7.5823	-0.0169	-0.0404	-0.1381
Si	9.5498	3.3271	7.4912	-0.0438	0.0559	-0.0374
Si	0.0938	6.6615	7.3973	0.0848	-0.1244	-0.0499
Si	4.03	6.6482	7.6688	0.0845	0.1515	-0.0185
Si	7.8165	6.7576	7.4125	0.0678	-0.0352	0.0225
Si	1.9249	10.0702	7.4061	0.0236	-0.0099	0.1689
Si	5.7362	10.0676	7.5496	-0.0627	-0.0847	0.0881
Si	9.6669	10.0552	7.6388	0.0404	0.0533	0.1838
Si	-0.0659	2.2965	8.179	0.0418	0.0247	-0.0239
Si	3.8802	2.2397	8.0514	-0.0425	0.0405	0.1875
Si	7.6485	2.1483	8.5379	0.0368	0.022	0.2245
Si	2.0303	5.4909	8.1591	0.0655	-0.2605	-0.0907
Si	3.915	3.1195	11.065	-0.5265	0.1314	-0.1695
Si	9.747	5.6052	8.1852	0.2346	0.0308	-0.0757
Si	1.468	4.7297	10.2839	-0.211	-0.0765	0.1945
Si	3.7855	8.9208	8.3331	0.0046	0.2453	0.0196
Si	7.4427	8.7296	10.6869	0.4654	0.3185	-0.3865
Si	1.955	12.249	8.4359	0.0907	-0.0103	0.0235
Si	5.713	12.2488	8.5114	-0.1021	0.0369	0.1036
Si	9.6912	12.2831	8.5621	0.025	-0.049	0.0823
Si	-2.4559	8.6037	14.6712	-0.0135	-0.1307	0.1659
Si	4.9544	-1.2561	10.9234	0.3136	-0.1843	-0.1541
Si	7.471	6.2908	10.6076	-0.1723	-0.4506	0.4358
Si	6.0341	10.2545	12.1808	-0.4834	-0.1086	0.2797
Si	5.2043	5.5327	12.131	0.0518	-0.0009	0.1592
Si	7.126	2.1802	17.5147	0.0116	-0.0901	-0.1986
Si	0.0663	8.865	8.2148	-0.2126	-0.006	0.0237
Si	0.0819	13.7096	15.826	0.1228	0.3657	-0.1007
Si	2.6032	11.6477	10.7455	-0.3765	0.224	-0.0142
Si	7.394	14.9438	11.0527	0.0779	0.1972	-0.4457
Si	5.3854	14.1467	12.2136	0.1454	-0.3221	0.0871
Si	14.5189	9.3321	10.5378	0.1199	-0.4058	-0.1062
Si	-1.9232	-0.6705	11.0025	0.2186	0.114	-0.603
Si	10.587	-4.8352	17.4266	0.051	-0.1583	-0.0546
Si	6.407	-2.5624	17.6078	-0.0202	-0.1523	-0.0537
Si	-4.5427	10.988	14.5188	0.2197	-0.2869	0.0193
Si	8.2711	9.9985	21.5208	-0.1649	-0.1585	0.1051
Si	12.2995	8.5708	10.4762	-0.148	0.003	-0.0368
Si	4.7639	14.5471	19.2647	-0.0205	0.0265	-0.0511
Si	0.2798	6.4046	11.3199	0.2071	0.1003	0.1647
Si	4.2118	8.579	12.3551	-0.117	0.5257	0.0124
Si	-1.5404	9.8517	12.0074	0.1103	-0.204	-0.1602
Si	-0.1805	15.1806	12.047	0.0406	0.3768	-0.3102
Si	9.8177	5.3734	10.5434	-0.0673	-0.0113	-0.2134
O	18.4054	-20.9783	12.0887	0.027	-0.1137	-0.0902
O	16.8466	4.2212	31.3756	-0.3364	-0.0057	0.0388
O	7.9727	10.4947	25.331	0.0615	0.0499	0.0703
O	-1.3455	-19.9499	26.4689	0.1238	-0.0312	-0.1596
O	-1.5009	40.4551	15.5084	-0.2057	-0.0864	-0.0462
O	-30.3044	-6.4172	19.2122	-0.0158	0.0428	0.0191
O	16.5605	-22.4079	10.9681	0.0608	-0.0286	-0.0364
O	2.3423	24.7252	17.9031	0.0134	0.1496	0.0364
O	15.469	-11.1795	9.7257	0.0445	0.0279	0.0882
O	-3.609	-1.0246	14.6534	-0.0936	-0.0056	-0.0324
O	14.9076	-1.4119	13.9749	0.1871	0.0003	0.0093
O	-7.3191	16.0953	19.5844	-0.0175	-0.0169	-0.0693
O	-13.966	-4.1365	27.2937	0.0295	0.1909	-0.1076
O	-1.0583	-5.2669	24.2567	0.0367	0.0178	-0.0629
O	21.7231	34.272	28.9691	-0.2384	-0.1694	-0.5385
O	26.3391	1.1357	14.7027	0.0916	-0.1465	0.0415
O	16.6398	13.7967	28.2853	-0.0617	0.0991	-0.1126
O	26.9843	-24.4937	25.1536	0.0142	-0.0955	-0.0244
O	1.9544	16.738	26.8658	0.0005	0.0252	0.0215
O	7.6185	13.5208	29.0804	0.1427	-0.3324	-0.0318
O	8.9835	25.3041	27.3553	-0.1578	0.2066	0.0568
O	5.901	-8.4883	20.2827	-0.0338	-0.1747	0.0513
O	25.0646	6.3096	18.9994	0.0401	-0.0203	0.0114
O	-10.4238	18.9519	29.1996	-0.1326	-0.1526	-0.003
Si	3.0977	0.8054	25.2825	0.0342	0.1279	0.1906
Si	3.575	9.6788	31.3852	-0.0255	0.0632	0.1122
Si	-3.5058	18.8483	22.9994	0.0683	0.1847	0.1885
Si	6.0815	5.6273	8.5149	0.0844	0.1477	0.0289
Si	-0.3691	16.7034	10.2692	-0.147	-0.0914	0.1052
Si	7.2593	5.5169	27.9096	0.1387	-0.0688	0.1786
Si	-1.3678	0.4387	23.4533	-0.0164	-0.0357	0.1158
Si	-3.0912	12.355	19.4618	-0.0404	-0.1862	-0.1449
Si	8.5122	5.4225	15.0883	0.0852	0.0457	0.1653
Si	15.2462	4.5521	31.1577	0.0758	0.2843	0.3179
Si	10.634	-0.776	30.0747	0.3892	-0.3141	0.107
Si	0.6493	18.6163	19.1479	-0.0528	0.1155	-0.365
Si	10.2961	5.9029	21.2794	0.0461	0.1739	0.0764
Si	2.1423	9.0428	14.7309	0.1212	-0.19	-0.1755
Si	-6.2015	12.0636	25.6315	-0.0067	-0.226	0.0282
Si	3.6485	4.5132	14.6709	-0.2909	-0.0113	0.0819
Si	12.1142	-0.7034	21.0678	-0.0317	-0.0864	0.0695
Si	-8.5834	13.723	32.2114	0.0678	-0.1723	0.3101
Si	3.7394	-1.2002	17.7583	-0.0063	-0.2321	-0.077
Si	1.5397	5.6576	23.9112	-0.017	0.0177	0.2846
Si	1.7037	11.8066	13.6857	0.0707	-0.0314	-0.006
Si	-1.5533	-2.674	31.3491	-0.0836	-0.2448	0.1195
Si	19.3876	8.4102	18.9616	0.144	0.1008	-0.044
Si	13.4542	2.0192	14.3044	-0.2239	0.0506	0.0013
Si	2.0009	3.9984	21.4439	-0.0271	0.0633	0.0374
Si	7.2197	0.6871	24.3794	-0.2115	0.0283	0.2248
Si	14.7488	3.6682	25.7977	0.0425	0.086	0.0399
Si	11.0343	18.9367	16.6152	-0.0258	-0.0287	-0.1288
Si	1.0644	-3.1872	22.6853	0.0684	-0.132	0.2526
Si	6.0579	4.1458	16.5326	-0.0623	0.3954	-0.0897
Si	1.2884	6.2655	14.3943	-0.0834	-0.1108	0.0565
Si	-3.0931	0.4343	15.2208	0.2141	-0.0482	0.0725
Si	10.9276	8.6103	22.7293	-0.2918	-0.496	0.0573
Si	11.5346	8.7913	31.1098	-0.1678	-0.2819	0.2556
Si	18.4713	9.963	24.2863	-0.2049	-0.0681	0.0724
Si	-2.7238	16.2398	13.3107	0.3891	0.0171	-0.0017
Si	16.4152	3.7725	20.7342	0.0523	0.0368	0.0279
Si	-2.142	3.0694	22.0012	0.0636	0.4141	0.3154
Si	10.3965	6.6207	24.8787	-0.0344	0.043	-0.0732
Si	14.5593	7.3902	19.5511	-0.0872	0.0067	-0.0323
Si	7.6688	8.9483	8.3096	-0.2898	0.2323	-0.1331
Si	8.3635	-7.0114	31.6191	0.321	-0.0975	-0.113
Si	5.8131	6.0236	19.0732	0.0133	0.0479	-0.2508
Si	-0.389	-0.0181	18.927	-0.0022	-0.0401	-0.5626
Si	14.2715	1.0682	22.4402	-0.3437	-0.1429	0.3122
Si	1.9214	9.7451	17.7229	-0.0654	-0.1576	-0.1703
Si	-2.4986	-0.2517	28.4317	-0.0631	0.3538	0.0126
Si	4.0597	-0.1819	14.7342	-0.2881	0.1784	-0.1068
Si	17.3084	7.1475	24.1369	-0.0003	0.1498	0.1751
O	-13.2243	-1.1006	18.7412	0.0104	0.1361	0.0658
O	-4.1425	-8.8886	26.5973	-0.0191	-0.0996	-0.0543
O	12.6516	25.1883	26.6236	-0.033	0.0031	0.0773
O	7.8522	27.8289	16.5862	-0.0227	-0.0317	0.0957
O	10.4962	4.3389	21.7795	-0.0457	-0.1424	-0.0537
O	34.0827	26.4919	22.1309	0.0171	0.0621	-0.1267
O	-24.2522	1.4801	19.2524	-0.0166	0.0783	0.0966
O	6.8831	-11.1342	27.7192	-0.1612	-0.2021	-0.0065
O	-7.4959	-0.4434	25.2469	-0.0641	0.0443	-0.0877
O	0.4548	-1.1452	29.2164	-0.1112	0.079	0.1276
O	25.793	31.4701	24.667	-0.0511	0.0292	-0.0484
O	25.1453	13.4227	21.4128	0.0345	0.0792	0.0276
O	3.5778	-7.575	30.1004	-0.1175	0.1301	-0.3897
O	14.2276	8.8385	18.8734	0.0602	-0.0529	0.0789
O	11.5447	9.7491	11.3756	-0.0312	0.247	0.0957
O	18.4749	22.6985	17.9411	-0.0322	0.0425	-0.0292
O	17.888	24.378	15.9849	-0.0047	0.0979	-0.2593
O	33.7287	24.1779	25.5291	0.0877	0.0628	-0.0316
O	-8.803	-5.9053	21.1599	-0.0196	0.0211	-0.0238
O	-18.8334	4.382	26.5715	-0.1052	0.0002	0.0375
O	0.3509	0.0331	17.4284	-0.114	-0.0381	0.2797
O	12.394	-29.1146	21.2994	0.0927	0.1511	0.0532
O	1.3372	-3.126	14.0458	-0.1055	0.0577	-0.1285
O	5.9518	1.9034	30.1838	0.1528	-0.0578	-0.0271
O	-3.68	20.3698	27.5858	0.0904	0.0478	-0.0248
O	9.6597	-3.9865	22.0946	0.1463	0.0903	-0.0054
O	16.5324	11.1716	18.2258	0.0431	0.0776	-0.0007
O	0.0434	1.6518	27.6062	-0.1688	-0.0549	-0.1013
O	16.1822	17.244	15.8356	0.1987	0.0179	0.0452
O	21.513	22.442	16.034	-0.0406	0.0775	-0.0863
O	24.3885	17.3676	20.0393	-0.0204	-0.1368	0.0803
O	6.9871	5.085	15.5377	-0.1245	-0.1087	0.0029
O	8.1729	29.5153	18.6956	0.0753	-0.1099	0.1486
O	17.2364	-8.2415	17.7294	-0.0142	-0.0686	0.1287
O	24.2738	-18.9651	14.7647	0.0064	0.1005	0.0066
O	11.734	5.7105	24.7042	0.0604	-0.0084	-0.0386
O	4.9653	20.097	25.5219	-0.0587	0.0104	-0.0208
O	-0.5205	-13.5171	24.7745	0.0399	0.1152	-0.0793
O	-0.7098	13.7196	11.5074	-0.0806	-0.1575	0.0125
O	15.1014	17.99	21.2058	0.0507	-0.0253	-0.0062
O	-1.1583	2.43	13.1839	-0.1908	0.0258	0.1341
O	-3.4596	3.8246	22.7071	0.1001	-0.1312	-0.0822
O	-8.4302	-6.8111	27.5843	-0.2161	0.1168	-0.0025
O	5.3078	27.3095	20.6778	-0.0343	0.0261	0.0078
O	5.4112	11.6557	29.7497	-0.0567	0.0252	-0.0221
O	-15.7423	11.8519	18.325	0.0097	0.1485	0.0386
O	20.9212	-10.7774	26.5967	-0.0187	-0.0328	-0.0932
O	-4.357	10.2674	22.7458	0.0931	0.0378	-0.1617
O	24.1906	-2.195	23.9989	0.0237	0.0119	-0.0362
O	7.1945	20.2838	18.9468	-0.0217	0.0009	0.0255
O	8.1098	2.8002	11.8725	0.0111	0.1502	-0.1318
O	-4.893	8.3677	24.5268	0.0985	-0.0457	-0.0082
O	-9.3937	1.9098	29.1549	0.0079	0.118	-0.0362
O	-0.4579	20.4517	17.192	0.0483	0.0737	0.1003
O	12.4193	-14.1059	14.7567	0.0397	-0.1486	-0.1859
O	20.4639	-9.0381	13.9034	-0.0776	-0.1007	-0.1195
O	24.4647	28.4276	12.8168	0.0828	-0.1717	0.0948
O	28.7037	10.8024	24.6031	0.0119	0.065	-0.0044
O	21.6916	-17.7428	13.4258	0.0255	0.0528	-0.0402
O	13.6317	15.9312	22.1189	0.0293	0.0055	-0.0695
O	-18.7403	20.3774	11.9306	0.0002	0.0189	0.1374
O	21.8143	2.0522	23.0808	0.016	-0.0376	-0.1097
O	11.8161	18.0048	17.6947	0.051	-0.0068	0.158
O	7.6037	22.3396	20.4849	-0.0567	-0.0315	0.0092
O	3.0069	-14.7157	28.51	-0.2859	-0.0529	0.0068
O	5.9086	1.281	18.1349	0.0192	-0.0166	0.1177
O	14.1763	-3.8474	22.751	0.0179	0.0857	-0.0859
O	5.385	29.648	21.96	0.0159	-0.0547	0.0021
O	-2.2122	-4.8667	18.559	-0.1384	-0.0133	0.066
O	14.1645	9.3383	16.2705	0.0059	0.0539	0.0819
O	8.1895	1.6373	14.1588	-0.1929	-0.0321	0.0903
O	-14.1701	9.0783	11.0304	0.1619	-0.1252	0.063
O	13.1989	25.4735	12.0636	0.2191	-0.0711	-0.1796
O	11.88	22.9151	17.7895	-0.0128	0.0764	0.0352
O	2.1491	-6.2366	23.7608	-0.037	0.014	-0.0287
O	9.1168	-7.5619	24.2334	-0.0317	-0.0107	-0.0029
O	-2.9597	-13.2591	23.7864	0.1435	0.0137	-0.1113
O	11.7601	18.7916	15.1718	-0.0214	0.0112	0.0309
O	31.9526	6.9933	14.64	0.0203	0.1263	-0.0638
O	-7.3023	2.0126	12.2087	0.0312	0.0936	0.1657
O	8.2574	0.1353	11.1693	0.0097	-0.0109	0.2205
O	-2.1274	5.1185	16.3887	-0.0606	-0.053	-0.0163
O	-0.734	19.2855	19.7507	-0.0515	-0.0932	0.1673
O	5.2177	-1.9561	27.1319	-0.0044	0.1017	-0.0508
O	2.1556	14.0529	23.9606	0.042	0.0271	-0.1466
O	-7.9906	0.1375	18.6985	0.0127	0.0906	0.1066
O	18.8709	-11.2086	25.0535	0.0015	-0.0616	-0.0771
O	14.4075	5.8983	14.9358	-0.008	0.0273	-0.0356
O	4.7137	4.8294	13.4951	0.0937	-0.0536	-0.1148
O	-3.0875	11.3955	20.761	0.0205	0.1534	-0.0064
O	17.6828	0.6427	23.2159	-0.0713	0.0828	-0.2125
O	15.7694	12.7623	16.2835	0.0711	0.0053	0.0432
O	-3.3618	-12.9255	20.0294	0.0391	0.1111	0.076
O	-8.1375	-4.732	13.8397	0.1654	-0.0639	-0.1575
O	-10.6184	6.103	12.8114	-0.1133	0.0579	0.1877
O	17.2981	5.9737	28.0549	-0.2041	0.0025	-0.0464
O	17.0084	0.1936	13.8421	-0.0865	0.1252	-0.2367
O	-23.6739	7.153	21.9516	-0.0109	0.064	-0.0118
O	-10.012	9.8831	28.5038	0.0706	-0.2046	0.1432
O	21.2475	-1.9581	12.0251	-0.0235	-0.0912	0.2892
O	1.309	-8.3396	22.4384	-0.1036	-0.0677	-0.1836
O	6.5917	-20.8268	23.4102	0.0815	-0.124	-0.0728
O	-2.9027	-7.2047	21.631	0.0241	-0.0366	-0.0649
O	2.3174	-12.6164	26.704	-0.0399	-0.1051	0.0048
O	14.095	17.2856	11.3153	0.1892	0.0262	-0.1261
O	-4.8948	13.0469	25.5423	0.1326	0.0556	0.0279
O	14.0036	3.5364	14.2986	0.1029	0.0233	-0.101
O	12.3076	1.7938	15.4586	-0.0156	-0.126	0.0137
O	-6.9851	7.7441	23.0801	-0.1021	0.0222	-0.1212
O	7.8146	22.9126	14.553	-0.0917	0.1836	-0.0229

Results
free energy: -229397.853 eV
free energy less fixed offsets of O -568.88, Si -635.61 eV per atom: 14.077 eV

The program warned: the cutoff lies below the one the program advises for these potential files; the forces do not sum to zero within the program's tolerance; the exchange-correlation potential is rough where the density is thin.
